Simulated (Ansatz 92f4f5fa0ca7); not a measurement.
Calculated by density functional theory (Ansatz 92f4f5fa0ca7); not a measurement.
Periodic cell of 223 atoms, Si133O90, from a study of silicon, its oxide and their interface. The atomic structure is a simulated model.
Doubt: the cutoff is far below the 930 eV that the study's wrapper takes by default for these files, so forces and energies are approximate.
This geometry differs little from another in the collection (a relaxation step or a small displacement).

Settings
functional: PBE
potential files: Ansatz PAW
basis: plane waves
wave-function cutoff: 580 eV
density cutoff ratio: 5
exchange-correlation grid ratio: 1
k mesh: 1 x 1 x 1, Gamma-centred
self-consistency stop: 5e-08 eV per atom in the density residual
occupations: fixed
spin: none
net charge: 0

Cell vectors (angstrom)
a, 10.938, 0, 0
b, 0, 10.938, 0
c, 0, 0, 32.2351

Atoms and the computed forces on them: element, x, y, z (angstrom), force x, y, z (eV/angstrom)
Si, 0.1401, -0.2619, 24.8676, 0.0235, -0.0729, -0.1974
Si, 5.243, 0.0745, 24.8803, -0.0887, 0.0601, -0.2359
Si, 3.1311, 2.4364, 24.7442, 0.0181, -0.0442, -0.227
Si, 7.8376, 2.9449, 24.68, -0.0545, 0.0001, -0.1691
Si, -0.3027, 5.5711, 24.5213, -0.0968, 0.0421, -0.1607
Si, 5.8152, 5.3916, 24.5589, 0.0301, 0.0559, -0.0802
Si, 2.3052, 8.4215, 24.7999, -0.0382, 0.0945, -0.2591
Si, 8.5841, 7.9128, 24.9444, -0.0172, 0.0206, -0.2442
Si, 1.391, 1.3915, 26.0198, 0.0488, -0.058, -0.0693
Si, 6.8041, 1.3475, 26.1082, 0.0011, 0.0147, -0.0573
Si, 4.1773, 4.1765, 25.9406, 0.0885, 0.0055, -0.0392
Si, 9.5245, 4.0475, 25.9726, -0.0782, -0.0286, -0.1057
Si, 1.2686, 6.7202, 26.0204, -0.0392, -0.0035, -0.1126
Si, 6.896, 6.7856, 26.1246, 0.0341, 0.0508, -0.1151
Si, 4.0116, 9.4693, 26.1152, -0.0518, 0.0323, -0.0517
Si, 9.6602, 9.4977, 26.2834, -0.03, 0.0006, -0.0954
Si, 2.7161, 0.0038, 27.4532, 0.0168, 0.0028, 0.0426
Si, 8.2119, -0.0066, 27.4658, -0.0098, 0.0172, 0.0031
Si, -0.0012, 2.7366, 27.3907, -0.0052, 0.0027, 0.0217
Si, 5.4571, 2.7739, 27.4383, -0.0164, -0.0251, 0.0064
Si, 2.7474, 5.4505, 27.3785, 0.0311, -0.0094, 0.0197
Si, 8.2418, 5.4159, 27.4611, 0.0257, -0.0101, 0.0231
Si, 0.0658, 8.1066, 27.5308, 0.008, 0.011, 0.0573
Si, 5.4761, 8.1676, 27.4396, 0.0226, 0.0194, 0.0224
Si, 4.1018, 1.3673, 28.8168, -0.0746, 0.1691, -0.0954
Si, 9.5708, 1.3673, 28.8168, 0.1234, 0.1324, -0.1425
Si, 1.3673, 4.1018, 28.8168, 0.041, -0.0082, -0.4354
Si, 6.8362, 4.1018, 28.8168, 0.0955, -0.1276, 0.1465
Si, 4.1018, 6.8362, 28.8168, -0.1076, -0.2004, -0.2071
Si, 9.5708, 6.8362, 28.8168, -0.0845, -0.3762, 0.4236
Si, 1.3673, 9.5708, 28.8168, 0.2394, -0.1119, 0.299
Si, 6.8362, 9.5708, 28.8168, -0.16, -0.028, -0.0724
Si, 0, 0, 30.1841, -0.0423, -0.0529, -0.0166
Si, 5.469, 0, 30.1841, 0.0061, 0.0022, -0.0251
Si, 2.7345, 2.7345, 30.1841, -0.0302, -0.061, -0.0322
Si, 8.2035, 2.7345, 30.1841, -0.0561, 0.0269, 0.005
Si, 0, 5.469, 30.1841, -0.1081, 0.0575, 0.0157
Si, 5.469, 5.469, 30.1841, -0.0176, -0.023, -0.024
Si, 2.7345, 8.2035, 30.1841, 0.0444, 0.1366, 0.0117
Si, 8.2035, 8.2035, 30.1841, -0.0011, -0.0731, -0.0305
Si, 1.3673, 1.3673, 31.5513, 0.0601, 0.0338, 0.0069
Si, 6.8362, 1.3673, 31.5513, 0.0403, -0.0217, -0.022
Si, 4.1018, 4.1018, 31.5513, 0.0164, 0.0032, -0.0147
Si, 9.5708, 4.1018, 31.5513, 0.0857, -0.0362, -0.0261
Si, 1.3673, 6.8362, 31.5513, 0.0208, -0.0355, -0.0414
Si, 6.8362, 6.8362, 31.5513, -0.0309, 0.0412, -0.0085
Si, 4.1018, 9.5708, 31.5513, -0.0058, -0.0675, -0.0185
Si, 9.5708, 9.5708, 31.5513, -0.0482, 0.0006, -0.0074
Si, 2.7345, 0, 0.6835, 0.0207, -0.0726, 0.0007
Si, 8.2035, 0, 0.6835, -0.0097, 0.0103, 0.0386
Si, 0, 2.7345, 0.6835, -0.1648, 0.0642, 0.0207
Si, 5.469, 2.7345, 0.6835, 0.0067, 0.0126, 0.0111
Si, 2.7345, 5.469, 0.6835, -0.032, 0.0612, 0.0181
Si, 8.2035, 5.469, 0.6835, 0.0235, -0.0044, 0.0073
Si, 0, 8.2035, 0.6835, 0.0208, -0.0285, 0.0223
Si, 5.469, 8.2035, 0.6835, -0.0197, 0.0494, 0.0136
Si, 4.1018, 1.3673, 2.0507, -0.0621, 0.0356, 0.0349
Si, 9.5708, 1.3673, 2.0507, 0.082, 0.002, -0.022
Si, 1.3673, 4.1018, 2.0507, 0.0947, -0.0063, 0.0202
Si, 6.8362, 4.1018, 2.0507, -0.1075, -0.0548, 0.027
Si, 4.1018, 6.8362, 2.0507, 0.094, -0.0119, 0.0038
Si, 9.5708, 6.8362, 2.0507, -0.0322, 0.013, 0.0062
Si, 1.3673, 9.5708, 2.0507, 0.1337, 0.1176, 0.0314
Si, 6.8362, 9.5708, 2.0507, 0.019, -0.1423, 0.0024
Si, 0, 0, 3.418, 0.349, 0.667, -0.1446
Si, 5.469, 0, 3.418, 0.0544, 0.072, 0.6755
Si, 2.7345, 2.7345, 3.418, -0.0883, -0.2317, -0.1145
Si, 8.2035, 2.7345, 3.418, -0.302, -0.4056, 0.1672
Si, 0, 5.469, 3.418, -0.0951, 0.0575, 0.2587
Si, 5.469, 5.469, 3.418, -0.3521, -0.1828, -0.2858
Si, 2.7345, 8.2035, 3.418, 0.3287, 0.5147, 0.044
Si, 8.2035, 8.2035, 3.418, -0.1355, 0.0203, -0.4538
Si, 1.3685, 1.4271, 4.8683, -0.1099, -0.0237, 0.0251
Si, 6.8291, 1.3611, 4.9087, -0.0283, 0.0828, -0.0007
Si, 4.0709, 4.077, 4.7661, -0.0047, 0.0281, -0.0625
Si, 9.5495, 4.0579, 4.774, -0.0459, -0.0078, -0.0705
Si, 1.3672, 6.9161, 4.7563, 0.1161, 0.0095, -0.0756
Si, 6.8254, 6.8283, 4.7144, -0.003, -0.0161, -0.0151
Si, 4.0955, 9.6188, 4.8883, -0.0205, -0.0972, 0.0727
Si, 9.5197, 9.6575, 4.6862, 0.045, 0.0263, -0.0886
Si, 2.7373, 0.1483, 6.3757, 0.0111, 0.0957, 0.2243
Si, 8.3162, -0.0518, 6.2601, 0.0643, -0.1371, 0.1447
Si, -0.0419, 2.8105, 6.2685, 0.1093, 0.0168, 0.2764
Si, 5.3968, 2.7923, 6.2565, 0.0229, 0.0329, 0.0327
Si, 2.6583, 5.4503, 6.053, -0.0042, 0.0908, 0.1222
Si, 8.1495, 5.4264, 6.0375, -0.0768, -0.0329, 0.2218
Si, -0.0142, 8.4116, 5.993, -0.0726, 0.0481, 0.14
Si, 5.5559, 8.1688, 6.1564, -0.0638, 0.0027, 0.0868
Si, 4.0282, 1.662, 7.8724, 0.1659, -0.0526, 0.1547
Si, 9.8313, 1.1828, 7.7105, -1.4608, 1.3464, -0.0082
Si, 0.8402, 4.7199, 7.4477, -0.4365, 0.0902, 0.6757
Si, 6.6233, 4.3509, 7.5319, 0.2362, -0.1708, 0.7803
Si, 4.3549, 6.4823, 7.3108, 0.133, -0.1711, 0.2062
Si, 9.5511, 6.9262, 7.0998, 0.1784, -0.2904, 0.6503
Si, 1.0496, 9.8899, 7.5732, 0.8425, -1.0299, -0.6218
Si, 7.3739, 9.0515, 7.4594, 0.2205, -0.2854, 0.2859
O, 9.582, 6.8154, 24.1658, -0.0438, 0.0121, 0.3779
O, 4.163, 1.2045, 24.3626, -0.0065, 0.0762, 0.27
O, 8.5015, 7.9099, 8.0008, -0.106, 0.229, -0.5749
O, 3.2191, 2.4686, 9.0955, 0.0916, -0.1957, -0.3099
O, 6.8237, 4.1456, 24.109, 0.0395, -0.0627, 0.2617
O, 2.8207, 7.6757, 23.4328, 0.0192, 0.0368, 0.2121
O, 5.4997, 5.4829, 7.9896, -0.2658, 0.1617, -0.4867
O, 0.1481, 0.1631, 8.568, 0.1189, -0.1105, 0.6896
O, 7.1579, 3.7264, 8.9594, -1.2758, -0.2085, -0.9932
O, 6.7981, 9.6531, 8.8747, -0.0951, 0.0327, -0.0897
O, 10.7405, 5.9803, 7.8025, 0.1762, 0.201, -0.7454
O, 1.5666, 8.8456, 8.7489, -0.3787, 0.4597, -0.2306
O, 5.2093, 0.8534, 8.7226, -0.0962, -0.0685, -0.1179
O, 1.436, 4.3688, 8.9123, 0.3965, -0.1365, -0.1504
O, 8.9979, 1.8218, 8.9843, 0.4598, -1.9178, -1.0865
O, 3.4632, 6.9327, 8.6162, -0.128, 0.2118, -0.0381
O, 7.9429, 8.7958, 23.7406, -0.0149, 0.007, -0.0116
O, 8.318, 2.1978, 23.2895, 0.0008, 0.0125, 0.1115
O, 5.4934, 6.3291, 23.2102, 0.0067, -0.1966, 0.2507
O, 2.8281, 2.998, 23.2189, 0.0302, 0.0548, 0.2867
O, 12.1851, -1.3452, 24.2554, 0.0444, -0.0445, 0.3677
O, 0.0758, 4.8683, 23.0449, -0.0784, 0.087, 0.3979
O, 4.0383, 7.4381, 21.1906, 0.0156, 0.0099, 0.107
O, 10.9645, 21.0494, 20.8213, -0.0062, 0.0276, 0.0696
Si, 5.3748, 4.8405, 16.7114, 0.0891, -0.0277, -0.0469
Si, 0.5317, 8.7656, 20.089, 0.028, 0.0452, -0.1019
Si, 6.0723, 9.3422, 12.1378, 0.19, -0.1822, 0.198
Si, 13.3529, 4.9083, 12.6769, -0.1996, 0.1197, 0.0846
Si, 8.6662, 2.9867, 12.8708, -0.0973, 0.2771, -0.7742
Si, 9.8873, 0.0393, 12.7772, -0.2002, 0.1025, 0.4765
Si, 2.0298, 3.2686, 9.9191, -0.2157, 0.583, -0.1098
Si, 2.5928, -3.7302, 21.8978, -0.12, 0.0425, -0.301
Si, 17.6951, 7.0216, 15.5192, 0.076, 0.1051, -0.1029
Si, 7.0845, 11.1105, 18.6536, 0.0026, 0.0376, -0.0737
Si, 8.5059, 3.2173, 9.7376, 2.3566, 2.8162, 0.0037
Si, 3.4746, 13.125, 14.0205, 0.0692, 0.0689, 0.0025
Si, 5.804, 0.473, 14.3694, 0.1002, -0.0238, 0.0272
Si, 6.972, 5.968, 19.2627, 0.1252, -0.0188, -0.0323
Si, 0.8261, 4.7712, 21.5746, 0.0729, 0.0993, -0.2683
Si, 13.6647, -0.9861, 18.2324, 0.0208, 0.0089, 0.0014
Si, 3.323, 2.8246, 17.0851, -0.0194, -0.0093, 0.0301
Si, 5.3926, 10.3046, 9.3455, 0.1551, 0.1108, 0.2078
Si, 9.5075, 6.5612, 16.5288, 0.0746, -0.0084, -0.0809
Si, 16.4794, 7.0796, 21.7405, -0.0315, -0.1111, -0.2656
Si, 9.7904, 4.7882, 19.0745, -0.0992, 0.0012, -0.1177
Si, 1.8774, -0.3167, 12.7192, -0.0046, -0.1035, 0.5236
Si, 5.1953, 20.51, 16.5983, 0.0014, 0.0176, -0.0011
Si, 8.4555, 8.1296, 12.9746, 0.0426, -0.2387, -0.1337
Si, 11.4125, 0.5594, 10.277, 0.0214, 0.7046, 1.5906
Si, 7.011, 9.607, 22.7076, -0.0058, -0.0683, 0.0791
Si, 11.3289, 11.6768, 20.8895, 0.115, -0.025, -0.1479
Si, -0.6186, -5.2339, 13.5509, -0.1666, -0.147, -0.3055
Si, 4.4356, 1.1637, 19.5801, -0.0112, -0.0814, -0.0625
Si, 3.0147, 8.3277, 9.2867, 0.2175, -0.2505, 0.3074
Si, 1.0032, 1.3308, 17.8186, -0.0909, -0.0413, -0.0114
Si, 3.3784, 7.9272, 12.3986, 0.1041, -0.0946, 0.2565
Si, 2.5315, 2.3236, 21.7701, -0.0453, -0.2314, -0.269
Si, 7.3014, 2.7226, 15.406, 0.057, 0.051, -0.1271
Si, 8.8128, 8.4409, 18.5975, -0.0009, -0.0136, -0.0119
Si, 9.0467, 0.9206, 22.5967, 0.2206, 0.0997, -0.1083
Si, 9.2454, 2.2056, 17.5422, -0.0353, -0.0085, -0.0803
O, 6.1561, 8.3046, 16.3074, -0.0145, -0.0366, -0.0129
O, 5.0095, 1.7232, 13.6656, -0.0747, 0.0179, -0.0018
O, 13.126, 5.651, 21.7309, 0.0371, -0.0432, 0.1016
O, 6.4896, 10.4464, 13.2594, -0.0128, -0.0258, -0.0598
O, 2.529, 9.1599, 13.1282, -0.0335, 0.1158, -0.1034
O, 1.6559, 0.9406, 21.9198, 0.0014, -0.001, 0.0513
O, 2.9226, 8.0461, 10.8577, -0.0412, 0.063, -0.3098
O, 3.5395, -0.2099, 19.4313, 0.054, 0.028, 0.0396
O, 10.3034, -4.7314, 15.1354, -0.0073, 0.0629, 0.1575
O, 9.5838, -3.9859, 12.7212, -0.0239, 0.118, 0.0814
O, 3.8216, 4.3795, 16.9524, -0.0044, 0.0106, -0.0116
O, 8.2161, 9.9368, 18.9126, -0.0096, 0.0003, 0.0226
O, 9.4084, 8.142, 17.0643, 0.0006, -0.0269, -0.0217
O, 14.3151, 2.0792, 15.6381, -0.0052, -0.0426, -0.0094
O, 7.4687, 7.5914, 14.1712, -0.0819, 0.0122, 0.0648
O, 11.8617, 5.4239, 13.1085, 0.1549, -0.036, -0.0038
O, 4.9476, 8.2797, 12.6569, -0.0743, 0.036, -0.0847
O, 6.1919, 6.0394, 20.6813, -0.0501, 0.0575, 0.1324
O, 9.9138, 14.1722, 18.6116, 0.0397, 0.019, 0.0517
O, 5.5192, 5.9407, 15.4884, -0.0153, 0.0054, 0.0349
O, 7.563, 7.4389, 18.8859, -0.0338, -0.0023, 0.0311
O, 1.5907, 8.9667, 18.8576, -0.0043, -0.014, 0.0093
O, 12.379, 3.3405, 21.0985, -0.0379, 0.0151, 0.0594
O, 8.1824, 2.949, 11.3164, -0.5462, -0.6992, 0.9613
O, 10.0756, -2.852, 19.5849, 0.0208, 0.0146, 0.0299
O, -0.1894, -5.7735, 20.3435, 0.0841, -0.0304, 0.1843
O, 6.0507, 10.5567, 17.5457, -0.0045, 0.013, 0.0309
O, 3.236, 6.3409, 12.8065, 0.0101, 0.0624, -0.0718
O, 6.0271, 0.7484, 19.8059, -0.0219, -0.0138, 0.0101
O, 10.1496, 5.7015, 17.7586, 0.0292, -0.0116, 0.0405
O, 1.7003, -0.2348, 11.0608, -0.2331, 0.0904, -0.7004
O, 8.2269, 4.9635, 19.4919, -0.0279, 0.0102, -0.0059
O, 6.1481, 14.4228, 16.2461, -0.0472, 0.0139, 0.0411
O, 11.804, 1.2006, 19.422, -0.0169, 0.0228, 0.1143
O, 7.4076, 14.2077, 13.8752, -0.0553, -0.0139, 0.1986
O, 4.8363, 10.4229, 15.2514, -0.0187, 0.0214, -0.0135
O, 9.6389, 4.2612, 13.1981, 0.0744, 0.0685, 0.2295
O, 8.7267, 2.9404, 16.1817, -0.0022, 0.0061, 0.0404
O, 7.9355, 6.1675, 16.2808, -0.0555, -0.023, 0.0362
O, 4.247, 2.0591, 18.2137, 0.0021, 0.0283, 0.0147
O, 4.1042, 9.4528, 8.8384, -0.15, -0.0327, -0.0999
O, 5.4337, -0.676, 10.9605, -0.0712, 0.0597, -0.2362
O, 9.9543, 12.4299, 21.3562, -0.1701, -0.0362, 0.1728
O, 1.746, 2.7592, 17.5208, 0.0471, 0.0228, -0.0196
O, 10.0898, 0.2479, 23.6576, 0.0448, 0.019, 0.0998
O, 6.3799, 8.4928, 21.6964, 0.0853, 0.0934, 0.0907
O, 2.4893, 4.161, 11.2124, -0.0049, -0.1679, -0.1482
O, -1.6621, 1.4907, 13.2574, 0.1726, -0.3291, -0.0245
O, 2.622, 11.9802, 13.2254, -0.0441, -0.0947, -0.1126
O, -0.4687, 23.0756, 17.1307, 0.0422, -0.001, -0.0077
O, 7.9607, 10.7632, 22.0392, -0.0479, -0.0464, 0.0198
O, 6.963, 1.1214, 15.3198, -0.0542, -0.0233, 0.0019
O, 1.9466, 0.1024, 17.2882, -0.0071, 0.0244, -0.0346
O, 9.6479, 4.3128, 9.6045, -0.354, -0.623, -0.2565
O, 14.7338, 9.1161, 17.3184, 0.0222, 0.0033, -0.0212
O, 0.4223, -0.1845, 13.43, 0.071, 0.0014, -0.1187
O, 10.0617, 0.1752, 11.1326, 0.3994, -0.0129, -0.8343
O, 7.4023, -2.4879, 11.7399, -0.0849, 0.1165, 0.0196
O, 0.8789, 2.1528, 10.3236, -0.0986, -0.9059, -0.2787
O, 3.8729, 2.0277, 20.8682, -0.0598, 0.0427, 0.0928
O, 16.7183, 10.3381, 23.4782, 0.041, -0.0007, 0.1253
O, 1.3222, 7.9508, 21.2295, 0.0515, -0.0224, 0.115
O, 5.9389, 5.4283, 18.1261, -0.0529, 0.0071, 0.0479
O, 13.9901, 3.7318, 13.6445, 0.0415, -0.0705, 0.0194
O, 7.9637, 1.4575, 18.1961, -0.0237, -0.0288, 0.0623
O, 9.1286, -1.3356, 13.249, 0.0763, 0.1617, -0.0618

Results
free energy: -135730.246 eV
free energy less fixed offsets of O -568.88, Si -635.61 eV per atom: 5.084 eV

The program warned: the cutoff lies below the one the program advises for these potential files; the exchange-correlation potential is rough where the density is thin.
